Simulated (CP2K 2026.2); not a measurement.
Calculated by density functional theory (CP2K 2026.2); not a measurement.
Periodic cell of 547 atoms, Si316O221N10, from a study of silicon, its oxide and their interface. The atomic structure is a simulated model.
Doubt: the forces sum to 3.38 eV/angstrom along one axis rather than to zero, so they err by at least 0.0062 eV/angstrom per atom on average; the grid cutoff is modest.

Settings: functional PBE; method Gaussian and plane waves; basis set DZVP-MOLOPT-SR-GTH; pseudopotentials GTH-PBE; grid cutoff 350 Ry, relative cutoff 50 Ry; k points Gamma only; occupations fixed; spin none; net charge 0.

Cell vectors (angstrom)
a	16.332	0	0
b	0	16.332	0
c	0	0	34.3423

Atoms and the computed forces on them: element, x, y, z (angstrom), force x, y, z (eV/angstrom)
Si	0.333	16.133	0.197	-0.086	-0.066	0.641
Si	3.002	2.542	0.31	-0.061	0.03	0.725
Si	16.055	5.748	0.121	0.14	-0.139	0.818
Si	2.56	8.307	0.38	-0.006	-0.018	0.647
Si	0.386	10.479	0.053	-0.178	0.241	0.817
Si	2.473	13.868	0.009	0.149	-0.009	0.688
Si	5.322	0.529	0.011	0.031	-0.397	0.702
Si	8.123	2.751	0.468	0.024	0.024	0.525
Si	5.88	4.856	0.213	0.064	0.195	0.743
Si	7.904	8.446	34.326	0.085	-0.225	0.812
Si	5.573	10.574	34.293	-0.048	0.266	0.726
Si	8.493	13.342	34.181	-0.22	0.076	0.812
Si	10.376	0.646	0.012	0.096	-0.207	0.799
Si	13.262	3.18	34.319	0.001	-0.172	0.769
Si	10.849	5.193	34.285	0.002	0.24	0.653
Si	13.85	7.947	0.089	-0.169	0.134	0.769
Si	10.712	11.062	34.14	0.223	-0.157	0.74
Si	13.564	13.776	34.07	-0.082	-0.007	0.74
Si	1.451	1.33	1.541	-0.013	0.013	-0.012
Si	4.226	3.987	1.64	0.026	0.027	-0.026
Si	1.291	6.778	1.547	-0.02	-0.027	-0.046
Si	4.121	9.569	1.505	0.013	-0.014	-0.024
Si	1.353	12.249	1.315	-0.006	-0.012	-0.017
Si	4.165	15.059	1.179	-0.006	0.048	-0.067
Si	6.743	1.361	1.662	-0.014	0	-0.046
Si	9.565	4.143	1.589	0.039	0.036	-0.052
Si	6.85	6.75	1.288	-0.016	0.039	-0.047
Si	9.519	9.589	1.249	-0.01	0.036	-0.046
Si	6.822	12.233	1.155	0.005	0.015	-0.094
Si	9.511	15.046	1.161	0.012	0.01	-0.024
Si	12.143	1.552	1.311	0.002	-0.02	-0.058
Si	14.878	4.172	1.381	0.008	-0.014	-0.039
Si	12.138	6.794	1.233	0.048	-0.023	-0.05
Si	15.041	9.484	1.398	0	-0.027	-0.044
Si	12.299	12.274	1.104	-0.028	0.023	-0.045
Si	14.898	15.024	1.267	0.012	-0.025	-0.022
Si	16.298	2.754	2.691	-0.003	0.018	0.005
Si	2.847	16.289	2.79	0.047	-0.024	0.019
Si	16.304	8.171	2.88	-0.014	0.013	0.037
Si	2.748	5.417	2.79	-0.002	0.013	0.03
Si	16.246	13.587	2.644	0.016	0.02	0.01
Si	2.738	10.982	2.762	-0.023	0.003	0.018
Si	5.467	2.685	3.069	0.015	-0.016	0.047
Si	8.174	16.222	2.746	0.02	-0.005	0.018
Si	5.474	8.091	2.717	0.004	-0.008	0.021
Si	8.185	5.548	2.814	-0.018	-0.007	0.016
Si	5.482	13.632	2.553	-0.016	-0.018	0.008
Si	8.16	10.929	2.63	-0.016	0.002	0.035
Si	10.913	2.768	2.877	0.011	-0.001	0.019
Si	13.56	0.104	2.598	-0.032	0	-0.007
Si	10.857	8.202	2.628	-0.013	-0.024	-0.023
Si	13.517	5.509	2.744	-0.03	0.028	0.019
Si	10.937	13.674	2.518	-0.014	-0.02	0.014
Si	13.613	10.929	2.596	0.006	-0.001	-0.006
Si	1.347	4.061	4.101	0.005	-0.008	-0.009
Si	4.082	1.285	4.282	-0.007	-0.014	0.029
Si	1.383	9.577	4.115	-0.007	-0.022	-0.018
Si	4.092	6.805	4.12	0.024	0.004	-0.009
Si	1.358	14.926	4.022	-0.017	0	-0.034
Si	4.129	12.333	4.042	0.034	0.013	0.009
Si	6.87	4.144	4.212	-0.017	0.007	-0.007
Si	9.516	1.322	4.095	0.018	0.01	-0.025
Si	6.832	9.526	4.022	0.008	-0.005	-0.039
Si	9.557	6.891	4.122	0.016	-0.003	-0.009
Si	6.792	14.903	4.081	-0.041	0.006	-0.001
Si	9.552	12.309	3.954	0.005	0.016	-0.03
Si	12.268	4.13	4.181	0.001	0.022	0.007
Si	14.947	1.384	4.029	-0.021	0.013	0.005
Si	12.244	9.559	3.986	0.014	0.012	0.007
Si	14.898	6.818	4.16	0.01	-0.019	-0.005
Si	12.249	15.01	3.961	0.012	-0.015	-0.017
Si	14.941	12.244	4.041	-0.002	-0.005	0.007
Si	16.328	16.328	5.37	0.004	0.016	-0.002
Si	2.679	2.702	5.514	-0.005	0.008	0.007
Si	16.322	5.436	5.458	-0.009	0.016	-0.001
Si	2.736	8.189	5.446	-0.015	0.001	0.004
Si	16.319	10.917	5.441	0.013	0.002	0
Si	2.729	13.622	5.434	0.005	-0.01	0.006
Si	5.484	16.256	5.542	0.015	-0.004	0.03
Si	8.198	2.701	5.492	0.003	0.01	0.012
Si	5.435	5.463	5.507	-0.001	0.009	0.008
Si	8.162	8.221	5.454	-0.022	0.004	0.007
Si	5.456	10.896	5.378	-0.001	-0.023	0.001
Si	8.184	13.575	5.415	0.012	0.001	0.015
Si	10.905	16.307	5.409	0	-0.013	0
Si	13.646	2.727	5.46	0.005	-0.007	0.009
Si	10.879	5.482	5.489	0.003	-0.003	0.01
Si	13.556	8.218	5.464	-0.024	0.007	0.014
Si	10.879	10.928	5.36	-0.011	0	-0.009
Si	13.593	13.646	5.356	-0.007	0.014	0.004
Si	1.319	1.323	6.823	-0.004	-0.008	0.004
Si	4.077	4.076	6.844	0.005	0.01	0.003
Si	1.385	6.802	6.792	0.007	0.021	-0.005
Si	4.089	9.556	6.781	-0.009	-0.01	-0.005
Si	1.377	12.256	6.798	-0.007	-0.006	0.003
Si	4.064	14.938	6.87	0.012	0.013	0.006
Si	6.828	1.353	6.862	0.011	-0.004	0.002
Si	9.542	4.073	6.835	0.004	0.002	0
Si	6.79	6.85	6.821	0.018	0	0.004
Si	9.516	9.583	6.785	-0.005	-0.019	-0.002
Si	6.808	12.219	6.781	0.005	-0.006	0
Si	9.525	14.973	6.771	0.011	0.011	0.011
Si	12.276	1.332	6.769	0.001	0.015	-0.006
Si	15.005	4.059	6.838	0.005	-0.002	0.005
Si	12.233	6.827	6.847	-0.022	-0.004	0.001
Si	14.971	9.552	6.807	0.005	0.005	0.016
Si	12.242	12.294	6.732	0.012	0.015	-0.006
Si	14.97	14.97	6.74	-0.013	-0.035	-0.008
Si	0.009	2.686	8.213	-0.001	-0.004	-0.01
Si	2.698	16.331	8.207	-0.011	0.007	0.006
Si	0.036	8.168	8.14	0.002	-0.021	-0.005
Si	2.73	5.446	8.199	-0.005	0.003	-0.014
Si	0.015	13.642	8.124	0.008	0.017	0.004
Si	2.732	10.889	8.168	0.002	-0.008	0.004
Si	5.435	2.713	8.209	0.005	-0.006	0.003
Si	8.202	16.318	8.194	0.004	0.009	0
Si	5.4	8.186	8.171	0.012	0.027	0.004
Si	8.121	5.431	8.145	-0.019	-0.008	0.006
Si	5.438	13.547	8.183	-0.015	-0.016	0.001
Si	8.131	10.884	8.185	0.003	-0.001	0.007
Si	10.925	2.678	8.137	0.009	0.006	0.001
Si	13.631	16.311	8.141	0.021	0.018	0
Si	10.823	8.177	8.152	0.014	0	-0.011
Si	13.629	5.427	8.166	-0.002	0.004	-0.012
Si	10.89	13.637	8.13	-0.018	-0.013	-0.008
Si	13.616	10.966	8.119	-0.019	0	0.004
Si	1.412	4.035	9.548	-0.007	-0.017	0.001
Si	4.067	1.359	9.571	-0.014	0.004	-0.001
Si	1.39	9.517	9.533	0.005	-0.014	-0.007
Si	4.077	6.814	9.577	-0.013	-0.02	0.002
Si	1.332	14.97	9.564	0.003	0.012	-0.013
Si	4.067	12.217	9.586	0.023	-0.012	0.001
Si	6.786	4.096	9.568	-0.003	0.028	-0.007
Si	9.596	1.342	9.547	0.029	0.007	0.003
Si	6.705	9.546	9.55	0.012	-0.006	0.008
Si	9.44	6.788	9.506	0.003	0.039	-0.004
Si	6.793	14.947	9.505	0.011	0.017	-0.015
Si	9.509	12.292	9.471	-0.009	-0.003	-0.008
Si	12.283	4.008	9.499	0.031	-0.003	-0.017
Si	14.994	1.294	9.546	-0.002	0.007	0.018
Si	12.227	9.571	9.403	-0.026	0.014	-0.021
Si	15.047	6.769	9.484	0.004	-0.013	-0.01
Si	12.251	14.99	9.519	-0.028	-0.018	-0.007
Si	15.008	12.307	9.509	0.003	-0.001	-0.007
Si	0.03	0.003	10.987	-0.009	0.003	0.017
Si	2.758	2.726	10.996	0.003	0.013	-0.01
Si	0.035	5.358	10.885	-0.015	0.009	-0.006
Si	2.715	8.158	10.958	0.012	0.01	0.007
Si	0.048	10.924	10.858	0.001	0.02	0
Si	2.687	13.6	10.908	-0.008	0.016	-0.001
Si	5.413	16.274	10.873	-0.003	0.005	0.015
Si	8.214	2.724	10.847	-0.018	0	0.023
Si	5.412	5.441	10.978	0.014	-0.007	0.002
Si	7.988	8.101	10.857	-0.02	-0.023	-0.005
Si	5.375	10.865	11.021	-0.019	-0.011	0.035
Si	8.153	13.615	10.871	0.008	-0.036	-0.006
Si	10.936	16.325	10.976	0.017	0.011	0.017
Si	13.607	2.605	10.891	0.008	0.02	0
Si	10.869	5.386	10.751	-0.003	-0.017	0.002
Si	13.66	8.229	10.667	0.012	-0.016	-0.042
Si	10.866	10.906	10.767	0.026	-0.025	0.028
Si	13.665	13.695	10.868	-0.001	0.013	0.014
Si	1.452	1.329	12.374	0.002	-0.013	-0.009
Si	4.11	4.078	12.411	-0.008	-0.028	-0.027
Si	1.37	6.719	12.261	0.02	0.012	-0.014
Si	3.988	9.498	12.456	0.013	-0.007	-0.022
Si	1.36	12.26	12.316	0.008	-0.002	0.016
Si	4.032	14.945	12.279	0.013	0.017	-0.029
Si	6.843	1.308	12.126	0.026	0.021	-0.036
Si	9.577	4.072	12.227	0.059	0.02	-0.013
Si	6.674	6.816	12.414	-0.004	0.062	-0.004
Si	9.376	9.546	11.996	-0.008	0.03	-0.07
Si	6.784	12.311	12.273	-0.008	-0.02	-0.02
Si	9.508	14.941	12.26	-0.008	-0.005	-0.022
Si	12.348	1.294	12.413	-0.013	-0.028	-0.006
Si	15.022	3.914	12.191	-0.008	-0.016	-0.05
Si	12.306	6.817	11.88	0.026	-0.014	-0.056
Si	14.959	9.55	12.097	-0.035	0.016	-0.048
Si	12.313	12.234	12.077	-0.018	-0.019	-0.061
Si	14.946	15.062	12.382	-0.028	0.011	-0.044
Si	0.066	2.671	13.72	-0.037	-0.018	0.066
Si	2.822	16.301	13.784	0.001	0.039	0.064
Si	16.21	8.128	13.421	0.024	-0.021	0.021
Si	2.706	5.429	13.794	-0.011	0.008	0.059
Si	16.301	13.618	13.634	-0.002	0.02	0.055
Si	2.599	10.925	13.825	0.018	-0.032	0.034
Si	5.585	2.625	13.578	0.01	0.001	0.019
Si	8.077	16.284	13.586	-0.017	-0.004	0.026
Si	5.276	8.103	13.952	-0.08	-0.044	0.072
Si	8.202	5.458	13.583	-0.06	0.005	0.032
Si	5.366	13.622	13.666	0.037	-0.06	0.043
Si	8.127	10.845	13.51	-0.025	-0.019	0.038
Si	10.909	2.656	13.655	-0.025	-0.019	0.052
Si	13.726	0.084	13.996	0.055	-0.011	0.096
Si	10.876	8.182	13.063	-0.027	0.021	-0.003
Si	13.585	5.407	13.218	0.001	0.025	0.027
Si	10.975	13.546	13.442	0.035	0.018	0.054
Si	13.685	10.924	13.485	0.039	0.045	0.086
Si	1.043	4.345	15.018	0.342	-0.366	-0.638
Si	4.486	1.17	15.056	0.005	-0.216	-0.615
Si	1.17	9.327	14.897	-0.058	0.359	-0.629
Si	3.404	7.091	15.322	0.658	-0.244	-0.697
Si	1.198	15.057	15.007	0.2	-0.032	-0.741
Si	4.337	12.008	15.094	-0.216	0.114	-0.73
Si	7.214	3.732	14.841	-0.043	0.136	-0.78
Si	9.311	1.428	14.893	0.225	-0.086	-0.732
Si	6.598	9.764	14.969	0.046	-0.175	-0.684
Si	9.891	6.751	14.586	-0.356	0.164	-0.498
Si	6.489	15.207	15.015	-0.048	0.141	-0.659
Si	9.865	11.896	14.665	-0.14	0.119	-0.751
Si	12.072	4.419	14.661	0.137	-0.392	-0.614
Si	15.622	1.224	15.433	-0.564	0.274	-0.704
Si	12.001	9.671	14.415	0.125	0.033	-0.632
Si	15.056	6.51	14.627	-0.222	0.246	-0.734
Si	12.487	14.607	14.899	-0.038	0.303	-0.877
Si	14.753	12.441	14.97	0.152	-0.173	-0.798
Si	9.726	15.696	23.633	0.105	-0.011	-0.02
Si	6.272	14.507	25.189	-0.226	0.068	0.019
Si	11.33	1.497	22.276	-0.055	0.053	-0.012
Si	6.631	11.785	18.982	0.009	0.035	-0.198
Si	4.895	4.869	19.199	-0.024	-0.213	-0.197
Si	1.969	11.677	19.029	-0.127	0.037	-0.085
Si	11.57	0.809	29.564	0.06	0.054	0.143
Si	8.467	8.094	16.909	0.299	0.014	-0.203
Si	2.597	5.938	21.871	-0.113	0.033	-0.114
Si	1.354	6.016	28.924	-0.058	-0.074	0.118
Si	1.82	1.067	28.107	0.032	-0.046	0.238
Si	10.445	0.69	19.592	-0.088	0.024	-0.063
Si	3.636	2.324	17.715	-0.004	0.018	-0.162
Si	15.82	10.495	20.23	0.104	-0.1	-0.166
Si	14.914	1.372	32.451	-0.052	0.077	0.167
Si	15.075	13.672	27.332	0.138	0.108	0.306
Si	2.724	10.295	26.695	0.141	0.169	0.226
Si	14.345	6.01	19.526	0.035	0.126	-0.166
Si	12.182	7.716	20.606	-0.078	0.026	-0.257
Si	13.882	2.81	23.658	0.026	-0.082	-0.029
Si	6.196	9.406	26.288	-0.003	-0.131	-0.038
Si	7.076	11.99	29.175	-0.129	0.079	-0.024
Si	4.904	8.069	21.781	-0.019	0.082	-0.082
Si	0.118	6.606	26.385	-0.121	-0.149	-0.09
Si	13.342	5.712	16.87	-0.062	0.007	-0.229
Si	16.153	10.737	17.218	-0.128	-0.004	-0.046
Si	10.474	15.701	17.053	-0.146	-0.099	-0.306
Si	0.648	7.54	20.495	0.096	0.123	-0.048
Si	9.021	10.462	23.127	-0.029	-0.035	-0.217
Si	0.476	12.489	29.691	0.147	-0.154	0.163
Si	0.18	9.501	25.693	0.148	-0.075	-0.087
Si	6.23	6.677	25.312	-0.039	0.09	0.066
Si	8.909	3.357	19.161	0.029	0.08	-0.16
Si	2.891	13.763	17.266	0.031	-0.098	-0.193
Si	12.013	9.828	26.782	0.058	0.167	0.001
Si	4.44	9.769	19.116	0.054	0.133	-0.126
Si	8.924	6.598	32.087	-0.093	-0.148	0.261
Si	0.729	15.504	25.998	0.02	0.134	0.015
Si	13.035	15.676	27.206	-0.073	0.039	0.214
Si	7.735	7.619	22.836	0.02	0.014	-0.057
Si	14.14	11.037	22.725	0.118	0.025	-0.173
Si	13.029	3.261	28.639	-0.036	0.114	0.265
Si	8.922	14.587	20.942	0.075	0.037	-0.199
Si	0.986	3.938	20.623	-0.158	-0.121	-0.356
Si	9.601	11.686	27.283	0.048	0.098	0.175
Si	8.415	1.45	29.353	-0.01	-0.015	0.281
Si	4.7	15.036	22.724	0.101	-0.228	-0.125
Si	5.192	1.669	22.899	0.117	-0.038	-0.003
Si	14.817	5.205	22.099	0.004	0.118	-0.08
Si	7.381	5.172	17.41	0.176	-0.098	-0.138
Si	0.744	2.839	17.684	-0.243	-0.078	-0.318
Si	3.987	6.342	32.653	-0.094	-0.111	0.206
Si	3.51	14.942	25.256	0.156	-0.022	0.153
Si	15.069	11.852	32.211	0.027	-0.076	0.19
Si	3.075	11.046	29.477	0.169	-0.03	0.366
Si	12.837	8.419	29.195	0.128	-0.027	0.24
Si	7.477	0.912	24.891	-0.042	-0.128	0.04
Si	6.48	0.01	27.477	-0.031	0.004	-0.124
Si	3.155	7.264	18.375	-0.257	-0.035	-0.329
Si	10.286	9.357	18.883	-0.075	-0.046	-0.2
Si	1.265	7.524	23.827	-0.118	-0.008	-0.248
Si	8.374	13.486	16.915	0.046	0.094	-0.141
Si	10.455	6.382	22.638	-0.018	0.086	-0.002
Si	10.128	6.847	29.264	0.004	-0.007	0.175
Si	10.947	13.893	25.698	-0.008	-0.105	0.084
Si	10.78	4.695	27.266	0.03	0.083	0.095
Si	12.332	15.91	32.22	-0.062	-0.093	0.217
Si	14.382	1.952	26.351	-0.081	0.003	0.064
Si	14.676	8.406	22.009	0.081	-0.161	-0.201
Si	7.529	11.765	25.105	-0.136	-0.002	-0.023
Si	4.991	16.055	17.638	0.27	-0.027	-0.479
Si	8.211	3.174	26.906	0.078	-0.055	0.145
Si	6.865	13.925	31.605	0.01	-0.036	0.244
Si	4.166	5.5	28.84	-0.045	0.083	0.299
Si	3.023	8.241	28.826	0.059	0.089	0.413
Si	5.897	14.378	20.045	0	0.128	-0.197
Si	6.292	0.552	31.36	-0.071	0.057	0.291
Si	4.246	12.378	32.197	-0.099	-0.245	0.013
Si	4.011	8.702	24.535	-0.02	-0.092	0.092
Si	9.203	11.638	20.346	-0.063	0.126	-0.115
Si	1.657	4.434	32.441	0.121	0.015	0.275
Si	2.453	3.171	22.906	-0.127	-0.06	-0.173
Si	5.016	13.818	27.707	-0.045	-0.107	-0.112
Si	0.909	2.079	30.686	0.129	-0.174	0.269
Si	5.538	9.394	29.316	-0.218	-0.037	0.264
Si	11.656	11.322	24.157	0.113	-0.083	0.064
Si	3.065	13.812	30.012	0.126	-0.095	0.252
Si	4.114	1.516	26.377	0.021	-0.233	0.168
Si	10.973	7.098	25.58	0.007	-0.067	0.014
Si	6.104	6.692	30.672	0.129	-0.026	0.171
Si	14.716	5.901	28.673	0.007	-0.045	-0.029
Si	9.358	3.817	21.942	-0.087	0.009	-0.218
Si	6.618	3.354	20.999	0.152	0.206	-0.133
Si	12.704	9.794	32.105	-0.077	-0.03	0.186
Si	14.177	11.429	25.475	-0.062	0.146	-0.154
Si	3.344	0.314	30.557	-0.064	0.112	0.178
Si	11.477	8.007	16.651	-0.193	-0.069	-0.25
Si	8.277	7.54	27.032	0.083	0.004	0.2
Si	0.174	1.696	24.471	-0.077	0.019	-0.066
Si	5.274	4.17	26.256	-0.023	0.017	0.02
O	1.452	13.739	30.034	-0.278	0.539	0.275
O	1.732	7.516	29.488	-0.415	0.237	0.368
O	11.425	7.704	28.896	-0.146	0.102	-0.248
O	2.698	1.897	27.057	-0.014	0.334	-0.364
O	11.061	7.036	23.975	0.307	0.495	-0.204
O	13.793	0.238	32.334	0.089	-0.078	0.104
O	9.16	1.721	33.998	0.125	-0.214	-0.417
O	15.667	12.321	30.807	-0.403	0.337	-0.132
O	5.266	5.389	25.187	-0.271	-0.116	-0.593
O	3.033	13.055	33.049	-0.03	-0.202	-0.308
O	6.316	8.042	29.784	0.198	0.135	-0.105
O	7.782	0.361	28.349	0.206	-0.547	-0.32
O	14.752	13.119	33.161	0.342	0.084	-0.162
O	5.971	12.557	28.113	-0.162	-0.144	-0.427
O	8.483	0.378	23.763	-0.056	0.153	-0.231
O	8.529	11.752	28.496	0.031	-0.259	0.281
O	13.489	2.716	25.227	-0.406	0.347	0.255
O	8.638	7.924	32.965	0.341	0.166	-0.274
O	4.742	11.017	32.939	-0.102	-0.279	-0.299
O	4.981	5.223	33.257	-0.013	-0.322	-0.455
O	7.963	13.996	32.788	0.245	0.422	-0.222
O	1.322	6.001	27.293	0.495	-0.219	-0.314
O	16.161	10.926	32.939	0.193	-0.253	-0.296
O	9.604	12.209	33.734	0.094	0.039	-0.268
O	14.143	2.676	33.029	-0.005	0.243	-0.293
O	16.169	5.677	29.423	-0.033	0.014	0.668
O	0.38	5.151	33.107	-0.233	0.034	-0.413
O	2.106	1.108	31.28	0.133	-0.055	0.201
O	11.312	10.352	32.772	-0.194	0.091	-0.225
N	3.703	12.274	30.557	0.136	-0.123	-0.146
O	4.912	7.185	31.654	0.014	0.553	0.058
O	9.972	1.106	29.671	-0.199	0.007	0.324
N	5.507	0.007	15.96	0.078	0.003	0.304
O	9.702	1.974	18.921	-0.036	-0.185	-0.525
O	2.378	8.346	15.347	0.144	0.032	0.466
O	2.375	13.215	18.706	0.06	0.208	0.619
O	15.884	6.504	19.792	0.244	-0.205	-0.169
O	8.258	1.898	25.91	0.252	-0.338	0.168
O	0.141	9.537	16.171	-0.178	-0.439	-0.004
O	1.805	2.788	21.439	-0.067	-0.461	0.005
O	2.547	4.799	23.026	0.144	0.104	0.388
O	3.848	12.672	16.515	-0.078	-0.106	0.202
O	6.029	1.99	21.569	0.146	-0.587	-0.406
O	12.234	14.736	26.175	0.348	-0.297	-0.156
O	3.295	10.861	19.391	0.232	0.26	0.488
O	8.282	2.605	15.381	-0.142	0.161	0.297
O	15.874	1.993	16.915	-0.161	-0.026	0.451
O	9.963	2.376	22.331	-0.468	-0.164	0.112
O	5.526	10.923	15.472	0.028	-0.06	0.143
O	1.675	14.135	16.265	-0.102	-0.415	0.161
O	16.255	5.509	15.065	0.052	0.202	0.141
N	12.589	10.806	25.496	0.003	-0.082	0.058
O	4.803	0.972	30.827	-0.059	0.375	-0.197
O	3.425	7.428	33.675	0.038	-0.115	-0.252
O	3.49	14.524	23.675	-0.51	-0.105	-0.036
O	7.699	6.683	16.984	-0.29	0.061	-0.049
O	0.397	3.483	19.164	-0.136	0.205	0.113
O	10.921	5.535	14.934	-0.257	-0.145	0.298
O	8.715	4.349	17.887	0.405	-0.06	-0.355
N	4.794	14.081	26.013	-0.129	-0.285	-0.032
O	11.185	16.293	18.364	0.631	0.072	0.231
O	15.259	1.94	23.436	-0.023	-0.108	-0.472
O	5.498	13.401	32.284	0.057	0.317	0.234
O	1.238	3.955	16.602	0.376	0.297	0.267
O	2.079	1.96	17.992	-0.06	-0.532	0.435
O	10.906	8.572	20.139	-0.323	0.105	0.591
O	1.164	3.586	31.178	0.098	0.137	-0.594
O	15.866	14.461	26.17	-0.117	-0.098	-0.343
O	9.55	13.217	20.326	0.28	0.012	-0.027
O	0.972	2.03	29.076	-0.481	0.459	-0.268
N	5.405	8.17	25.376	-0.091	0.001	0.044
O	13.045	9.528	28.02	0.257	0.335	-0.23
O	4.025	6.698	21.821	0.077	-0.148	-0.106
O	5.951	15.384	18.759	0.466	0.241	0.05
O	1.312	11.217	17.617	0.308	0.127	-0.458
O	7.611	12.477	17.901	0.076	-0.098	-0.007
O	5.348	4.325	20.67	-0.183	0.319	0.644
O	9.595	10.848	21.681	0.495	-0.184	0.076
O	7.412	2.969	19.644	-0.532	-0.253	-0.008
O	0.87	11.382	20.192	-0.047	0.362	0.368
O	10.943	10.739	15.087	0.123	-0.098	0.564
O	7.462	1.486	30.698	0.205	0.403	0.184
O	3.831	2.265	16.095	-0.223	0.569	-0.142
O	3.973	2.696	23.057	0.205	0.362	0.269
O	6.628	4.411	16.197	-0.449	0.219	0.394
O	13.586	13.501	15.396	0.111	0.092	0.271
O	6.279	10.811	25.482	-0.261	0.055	0.092
O	14.21	2.528	27.832	0.434	0.122	0.009
O	16.069	0.82	33.425	0.244	0.443	-0.285
O	7.22	14.244	16.096	-0.097	-0.203	0.151
O	13.928	5.052	20.756	-0.339	-0.587	0.125
O	12.031	6.598	17.217	-0.351	-0.167	0.474
O	6.304	5.281	18.566	-0.049	0.199	0.083
O	12.906	4.351	16.083	0.378	-0.583	0.206
O	13.22	7.179	19.481	-0.124	0.143	-0.306
O	12.436	2.207	29.759	-0.065	0.229	0.566
O	7.464	6.189	31.439	-0.023	-0.175	-0.278
O	8.816	7.46	28.544	-0.336	0.362	0.215
O	6.797	3.854	26.638	0.095	-0.005	-0.151
N	9.884	7.752	16.013	-0.063	0.056	0.081
O	9.43	7.185	25.993	-0.142	-0.166	-0.182
O	12.646	9.143	30.636	0.012	-0.044	-0.156
O	3.165	6.566	16.878	-0.238	-0.598	0.373
O	4.77	14.53	21.199	-0.573	0.121	0.085
O	15.103	10.198	25.855	-0.166	-0.171	0.152
O	3.679	15.127	17.54	-0.45	0.294	-0.094
O	14.289	6.731	16.04	0.092	0.283	0.547
O	12.526	11.239	22.773	-0.497	-0.048	-0.647
O	7.467	9.173	16.224	0.229	0.292	0.373
O	4.091	7.079	28.468	0.296	0.087	-0.242
O	11.053	0.191	23.192	0.472	-0.427	0.066
O	5.586	12.908	19.456	-0.495	-0.06	0.197
O	16.208	4.474	21.69	0.125	-0.034	0.441
O	11.394	9.186	17.738	0.464	0.468	0.176
O	9.845	0.585	16.18	0.195	0.165	0.251
O	3.253	11.336	27.835	-0.015	0.227	-0.413
O	0.201	16.215	15.604	-0.081	-0.053	0.405
O	9.668	4.139	20.368	0.563	0.57	-0.12
O	1.824	7.665	19.309	-0.181	0.062	0.178
O	9.316	12.546	16.035	0.146	-0.105	0.423
O	9.923	14.968	25.054	-0.161	0.192	0.417
O	8.799	11.316	25.956	0.097	-0.399	-0.349
O	4.055	6.241	19.231	0.244	-0.048	0.423
O	0.549	0.126	24.693	0.02	-0.268	-0.436
O	12.062	4.184	33.761	0.173	-0.17	-0.623
O	3.473	15.069	30.955	0.319	-0.264	0.466
O	10.037	10.919	19.163	0.246	0.233	-0.439
O	0.053	8.198	26.638	-0.012	0.162	0.371
O	13.28	8.658	33.09	-0.174	0.006	-0.391
O	11.527	1.108	20.711	0.607	0.019	-0.255
O	8.909	8.655	18.367	-0.204	0.216	0.532
O	7.719	9.003	26.674	0.468	0.488	0.172
O	13.162	8.639	21.476	-0.042	0.553	0.086
O	4.578	1.147	18.281	0.361	0.098	0.675
O	12.505	8.617	15.558	0.511	-0.398	-0.009
O	3.601	10.064	25.344	0.073	0.273	-0.429
O	3.909	8.671	18.057	0.152	0.192	-0.694
O	2.087	5.157	20.501	0.304	0.305	-0.272
O	15.392	10.403	18.628	-0.402	-0.46	0.099
O	4.453	9.026	23.008	-0.231	0.425	-0.074
O	15.721	1.673	31.089	-0.084	0.198	-0.595
O	14.626	9.535	23.163	0.25	-0.223	0.795
O	8.174	9.105	23.284	-0.298	0.054	0.05
O	4.085	3.731	18.365	-0.2	0.344	0.187
O	14.877	6.831	22.448	0.2	-0.05	0.348
O	0.839	0.032	27.37	-0.272	-0.244	0.378
O	13.686	4.69	29.089	0.003	-0.062	0.566
O	7.304	6.705	24.098	0.329	-0.223	0.191
O	1.362	15.01	33.893	-0.042	-0.08	-0.177
O	12.665	2.252	22.76	0.182	0.088	-0.279
O	14.199	12.571	26.582	-0.374	0.081	0.232
N	6.88	15.957	25.853	0.209	-0.026	-0.06
O	8.358	2.825	28.493	-0.228	0.317	0.302
O	7.04	3.778	34.045	0.094	-0.026	-0.366
O	6.252	1.648	24.123	-0.048	0.16	0.187
O	2.734	5.557	32.011	-0.202	-0.086	-0.363
O	1.487	2.525	24.034	0.134	0.23	0.352
O	10.362	10.368	24.025	0.242	-0.271	0.513
O	14.961	6.847	33.945	0.058	-0.012	-0.553
O	11.536	5.75	26.292	0.63	-0.047	-0.264
O	3.83	0.225	25.42	-0.03	0.331	-0.431
O	9.405	15.959	20.236	-0.256	0.135	0.134
O	6.7	9.462	33.849	0.131	-0.192	-0.58
O	9.051	7.013	22.128	-0.119	-0.014	-0.386
O	2.799	7.616	24.415	0.194	-0.399	0.076
O	15.315	11.838	16.38	-0.137	-0.042	0.615
N	1.364	7.132	22.099	-0.094	0.236	0.091
O	15.933	2.178	25.92	0.243	0.414	0.448
O	16.06	12.888	28.33	0.196	-0.138	-0.253
O	14.62	11.965	23.985	0.36	0.644	-0.1
O	11.794	3.502	27.623	-0.012	-0.46	-0.143
O	14.195	5.216	18.142	0.412	-0.68	-0.034
O	7.325	14.491	20.768	-0.113	-0.153	0.434
O	1.525	9.363	34.01	0.107	-0.066	-0.664
O	11.951	15.992	30.655	-0.04	-0.392	-0.412
O	2.303	3.412	33.49	-0.247	-0.183	-0.265
O	9.353	14.617	22.492	0.102	-0.202	0.27
O	14.02	7.297	29.168	0.371	0.239	0.391
N	15.944	8.889	20.872	-0.013	-0.036	0.113
O	3.606	13.908	28.492	-0.417	0.116	-0.371
O	2.072	14.62	25.862	-0.145	-0.441	-0.053
O	2.931	0.287	28.997	0.212	-0.4	-0.302
O	5.34	1.187	27.413	0.203	0.373	0.112
O	7.347	12.969	30.418	0.316	-0.088	-0.177
N	3.82	9.496	29.739	0.011	-0.055	0.223
O	2.65	5.095	29.323	-0.15	-0.399	0.276
O	11.105	0.352	32.929	-0.125	0.087	-0.425
O	11.623	14.97	16.216	0.208	-0.084	0.541
O	1.43	11.153	29.629	-0.062	-0.598	-0.121
O	11.57	6.516	21.488	0.113	-0.344	-0.211
O	14.058	14.721	28.055	-0.216	-0.065	0.733
O	9.319	14.653	17.525	-0.011	-0.121	0.414
O	4.516	2.893	25.643	-0.249	0.094	-0.234
O	5.454	9.541	27.705	-0.421	-0.044	-0.064
O	7.613	11.367	20.188	-0.257	-0.179	0.421
O	10.135	4.829	22.912	0.017	-0.052	0.684
O	11.267	12.87	24.476	-0.065	0.074	-0.427
O	7.287	13.304	25.447	0.424	0.144	0.111
O	4.488	4.575	27.592	-0.035	-0.15	-0.131
O	9.455	4.135	26.535	-0.186	0.276	-0.562
O	7.982	11.627	23.564	-0.164	0.516	-0.402
O	11.991	0.157	28.14	-0.206	0.194	-0.075
O	14.154	4.374	23.301	-0.247	0.303	0.312
O	7.037	6.544	26.732	-0.026	-0.363	0.166
O	0.455	6.423	24.784	-0.226	-0.493	-0.158
O	5.861	15.083	28.245	0.294	-0.138	0.489
O	14.771	11.278	21.229	-0.094	0.441	-0.163
O	6.237	0.526	32.991	0.237	-0.144	-0.207
O	5.769	10.496	18.539	0.291	-0.38	-0.286
O	15.079	5.971	27.061	-0.504	-0.33	-0.573
O	9.917	6.875	30.856	0.535	0.211	-0.139
O	9.776	5.587	33.076	-0.114	0.042	-0.417
O	2.591	8.858	27.413	-0.279	-0.412	-0.505
O	10.356	5.359	28.69	0.173	-0.388	0.111
O	4.068	1.509	33.964	0.006	0.079	-0.31
O	6.659	15.374	30.957	-0.02	-0.028	-0.482
O	6.472	7.673	21.836	0.062	-0.347	-0.575
O	13.691	11.06	32.012	-0.113	0.207	0.018
O	7.73	3.919	22.063	-0.03	0.119	0.537
O	10.704	10.518	27.486	0.033	-0.029	0.198
O	12.507	14.487	33.005	-0.414	-0.326	-0.238
O	0.61	8.968	24.202	-0.179	0.3	-0.318
O	6.436	10.64	29.823	0.272	-0.073	0.295
O	10.329	13.119	26.993	-0.022	0.208	0.35
O	4.719	8.958	20.465	0.05	-0.132	0.148
O	6.042	14.684	23.587	0.438	0.095	-0.038
O	4.493	0.273	22.623	-0.315	0.088	-0.208
O	1.231	10.633	26.193	-0.255	0.522	-0.148
O	11.73	8.392	26.108	0.327	0.069	-0.225
O	13.936	0.397	26.362	0.366	-0.022	-0.431
O	5.434	5.429	29.873	0.364	-0.389	0.036

Results
total energy: -133405.605 eV
total energy less fixed offsets of N -271.95, O -438.35, Si -107.03 eV per atom: 10.725 eV
